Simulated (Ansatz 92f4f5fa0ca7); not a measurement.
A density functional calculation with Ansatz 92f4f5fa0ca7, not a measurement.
Periodic cell of 459 atoms, Si304O155, from a study of silicon, its oxide and their interface. The atomic structure is a simulated model.
Doubt: the cutoff is far below the 930 eV that the study's wrapper takes by default for these files, so forces and energies are approximate.
This geometry differs little from another in the collection (a relaxation step or a small displacement).

Settings
functional: PBE
potential files: Ansatz PAW
basis: plane waves
wave-function cutoff: 580 eV
density cutoff ratio: 5
exchange-correlation grid ratio: 1
k mesh: 1 x 1 x 1, Gamma-centred
self-consistency stop: 5e-08 eV per atom in the density residual
occupations: fixed
spin: none
net charge: 0

Cell vectors (angstrom)
a	15.4691	0	0
b	0	15.4691	0
c	5.3889	4.199	34.0608

Atoms and the computed forces on them: element, x, y, z (angstrom), force x, y, z (eV/angstrom)
Si	2.2692	0.4376	24.0322	-0.0056	-0.0102	-0.0044
Si	4.698	4.1469	23.8835	0.0164	-0.0054	-0.0007
Si	4.6602	8.0007	23.8465	0.0068	-0.0068	0.0001
Si	4.5886	-3.5302	23.9512	0.0042	-0.0027	-0.0099
Si	4.6968	0.3189	23.8995	0.0046	0.0051	-0.0017
Si	9.3871	2.2934	25.2623	0.0044	0	-0.0161
Si	10.0727	7.9615	23.9385	-0.0042	0.0013	0.0016
Si	9.8648	-3.4762	23.8774	-0.0232	-0.0012	-0.0006
Si	9.9256	0.3652	24.0118	-0.027	0.0067	0.0021
Si	12.442	4.1654	23.8807	0.0056	-0.0024	-0.013
Si	12.4621	8.0291	23.995	0.0053	0.0003	-0.0018
Si	12.9902	-1.6341	25.141	0.0002	-0.0024	0.0043
Si	12.3452	0.3575	24.0441	0.0239	-0.0028	-0.0109
Si	2.2835	4.1555	23.8927	-0.0129	0.0022	0.0034
Si	2.2341	8.0649	23.8699	-0.0118	0.0056	-0.0039
Si	2.1691	-3.4497	23.981	-0.005	-0.001	-0.0031
Si	5.2948	6.0964	25.112	-0.0016	0.0047	-0.0043
Si	5.2521	9.955	25.0984	-0.0013	0.0014	0.0072
Si	5.2669	-1.6028	25.1606	-0.0035	0.0053	0.0062
Si	5.2863	2.2409	25.1841	-0.0038	0.0008	-0.008
Si	9.3988	6.1034	25.2217	0.0027	-0.0081	-0.0022
Si	9.3198	9.9739	25.0387	0.0045	-0.005	0.0025
Si	9.3176	-1.5934	25.1931	0.0031	0.0054	0.0019
Si	9.9901	4.1922	23.9641	-0.0098	-0.0016	-0.0039
Si	13.0467	6.0767	25.1716	0.0066	0.003	0.0033
Si	12.9938	10.0087	25.1714	-0.0014	-0.0029	0.0105
Si	12.2928	-3.5591	23.9037	0.0266	0.0037	-0.0081
Si	12.9981	2.2889	25.2408	-0.0052	-0.0004	-0.002
Si	1.652	6.1146	25.1144	0.0091	-0.0036	-0.0036
Si	1.5867	10.0103	25.1082	0.0025	0.0013	0.0035
Si	1.6025	-1.5313	25.2112	0.0009	-0.0008	0.0024
Si	1.6652	2.325	25.2748	0.006	0.0076	-0.0034
Si	3.4754	6.1376	26.6228	-0.0025	-0.0047	0.0052
Si	3.4277	9.9981	26.6096	-0.0016	0.0021	-0.0031
Si	3.4502	-1.5674	26.674	0.004	-0.0035	0.0015
Si	3.4992	2.2878	26.7217	0.0011	0.0035	0.0135
Si	7.3219	6.1208	26.4045	-0.0005	-0.0008	0.0054
Si	7.3028	9.9773	26.3547	-0.0012	-0.0015	0.0039
Si	7.2898	-1.5996	26.4317	0.0009	0.0001	0.0041
Si	7.3201	2.2726	26.4418	-0.0045	0.0005	0.011
Si	11.2308	6.1081	26.6894	-0.0025	-0.0013	0.0021
Si	11.1301	9.9999	26.6114	0.0004	-0.0006	0
Si	11.1726	-1.6367	26.656	-0.0012	0.0028	0.0024
Si	11.1987	2.277	26.7415	0.0062	-0.0003	0.0192
Si	15.0918	6.1111	26.4012	-0.0097	-0.0001	0.0037
Si	15.0409	10.007	26.405	-0.0009	-0.0004	-0.0007
Si	15.0218	-1.5866	26.4244	0.0007	0.0033	0.0028
Si	15.0585	2.2794	26.4541	-0.0021	-0.0018	0.0118
Si	3.4725	4.2345	28.0031	0.0011	-0.0006	-0.0004
Si	3.452	8.0736	27.9583	0.0001	0.001	0.0057
Si	3.4414	-3.536	27.9604	0.0027	0.0016	0.0052
Si	3.4646	0.3436	28.0204	0.0005	0	0.0061
Si	7.3157	4.206	27.8357	0.0011	-0.0003	0.0005
Si	7.3149	8.0656	27.8028	-0.0021	0.0043	0.0001
Si	7.3059	-3.5592	27.8	0.0017	-0.0015	0.0011
Si	7.318	0.3314	27.8381	-0.0014	-0.0027	0.0004
Si	11.1965	4.2066	28.0442	0.0008	-0.0008	0.0008
Si	11.1851	8.0743	27.9678	0.0014	0.0048	0.0039
Si	11.1609	-3.5619	27.9823	0.0004	-0.0002	0.0073
Si	11.1907	0.3018	27.9945	0.001	-0.001	-0.0019
Si	15.0655	4.2083	27.8453	0.0008	0.0002	0.0002
Si	15.0577	8.0624	27.8051	-0.0016	0.0033	0.0008
Si	15.0464	-3.5324	27.8216	0.0002	-0.0004	0.0017
Si	15.0464	0.3351	27.8403	-0.0014	-0.0048	-0.001
Si	5.4275	4.2079	29.2887	-0.0044	0.0005	-0.0007
Si	5.4147	8.068	29.2612	0	-0.001	-0.0002
Si	5.4083	-3.5413	29.26	-0.0042	0.0013	-0.0022
Si	5.4279	0.3333	29.2909	-0.0025	0.0026	0.0012
Si	9.2151	4.2032	29.2879	0.0018	0.0011	0.0004
Si	9.2198	8.0645	29.262	0.0025	-0.0017	-0.0013
Si	9.2027	-3.5399	29.27	0.0024	0.0002	-0.0012
Si	9.2246	0.3271	29.2771	0.0024	0.0014	0.0015
Si	13.1686	4.2031	29.2954	-0.0023	0	-0.0008
Si	13.1525	8.0704	29.262	-0.0031	-0.0003	-0.0023
Si	13.1378	-3.5414	29.2661	-0.0018	0.0002	-0.0017
Si	13.1494	0.3297	29.2835	-0.0021	0.0025	0.0001
Si	16.9695	4.2016	29.28	0.0028	-0.0022	0.0018
Si	16.9596	8.065	29.262	0.0034	-0.0027	-0.0018
Si	16.9536	-3.5358	29.2672	0.0021	0.0002	0.0006
Si	16.9553	0.3309	29.2811	0.0018	0.001	-0.0008
Si	0	1.9336	2.0503	-0.0236	-0.1459	-0.0405
Si	0	5.8008	2.0503	-0.0261	0.0361	-0.0644
Si	0	-5.8008	2.0503	-0.0396	0.0671	-0.0134
Si	0	-1.9336	2.0503	-0.0649	0.0457	-0.0168
Si	3.8672	1.9336	2.0503	0.0545	-0.0668	0.056
Si	3.8672	5.8008	2.0503	0.0341	-0.0506	0.0417
Si	3.8672	-5.8008	2.0503	-0.0201	-0.053	0.0473
Si	3.8672	-1.9336	2.0503	-0.0265	0.1372	0.0665
Si	7.7343	1.9336	2.0503	0.0359	0.0553	0.0002
Si	7.7343	5.8008	2.0503	0.0264	0.0015	0.0146
Si	7.7343	-5.8008	2.0503	-0.008	-0.0168	0.0133
Si	7.7343	-1.9336	2.0503	0.0256	-0.0092	0.0168
Si	11.6015	1.9336	2.0503	0.0178	-0.1059	-0.0457
Si	11.6015	5.8008	2.0503	0.0027	0.0183	-0.0296
Si	11.6015	-5.8008	2.0503	0.0087	0.0738	-0.0489
Si	11.6015	-1.9336	2.0503	0.0264	-0.0039	-0.0067
Si	-1.9336	1.9336	3.4175	0.0469	-0.6063	-0.4345
Si	-1.9336	5.8008	3.4175	0.2281	0.2928	-0.4099
Si	-1.9336	-5.8008	3.4175	-0.1047	0.3613	-0.3515
Si	-1.9336	-1.9336	3.4175	0.1799	-0.1738	-0.314
Si	1.9336	1.9336	3.4175	-0.1746	-0.0468	0.2961
Si	1.9336	5.8008	3.4175	-0.2276	-0.4547	-0.0013
Si	1.9336	-5.8008	3.4175	0.0458	-0.0606	0.0243
Si	1.9336	-1.9336	3.4175	0.0415	0.5847	0.2566
Si	5.8008	1.9336	3.4175	-0.0849	-0.1454	0.3597
Si	5.8008	5.8008	3.4175	-0.0878	0.2428	0.3679
Si	5.8008	-5.8008	3.4175	0.1489	0.1438	0.3569
Si	5.8008	-1.9336	3.4175	0.0659	-0.0612	0.721
Si	9.6679	1.9336	3.4175	-0.0191	-0.1173	-0.5658
Si	9.6679	5.8008	3.4175	0.0273	0.1891	-0.3487
Si	9.6679	-5.8008	3.4175	0.0996	-0.2079	-0.3209
Si	9.6679	-1.9336	3.4175	-0.156	0.086	-0.0078
Si	-1.9358	-0.049	4.7759	0.0013	0.0013	-0.0048
Si	-1.8961	3.8495	4.6691	-0.0034	0	0.0026
Si	-1.9284	-7.7007	4.7308	-0.0015	-0.0087	-0.0018
Si	-1.8956	-3.8557	4.7813	-0.001	-0.0025	0.001
Si	1.9161	0.0603	4.8941	0.0027	-0.0051	0.0067
Si	1.8399	3.8384	4.8454	-0.0113	0.0022	0.0009
Si	1.9268	-7.7747	4.7569	0.0023	-0.001	-0.0066
Si	1.9971	-3.8418	4.746	0.004	0.0036	0.0047
Si	5.8255	0.0025	4.8693	0.0026	-0.004	-0.0047
Si	5.7056	3.8732	4.792	0.0053	0.0016	-0.008
Si	5.829	-7.6987	4.8407	0.0046	-0.0074	-0.0093
Si	5.8339	-3.8842	4.8801	-0.0015	0.001	-0.0004
Si	9.6328	0.0316	4.7717	-0.0044	-0.0019	-0.0034
Si	9.6609	3.8599	4.7014	0.0008	0.0006	0.0035
Si	9.6938	-7.7408	4.7734	0.0029	0.0069	0.0025
Si	9.6758	-3.8893	4.742	0.0048	-0.0053	0.0029
Si	-0.1144	0.0154	6.2864	0.005	-0.0034	-0.0047
Si	-0.1545	3.7187	6.2376	0.0132	-0.0022	-0.0055
Si	-0.8603	5.7247	7.1764	-0.013	-0.009	0.0054
Si	0.0763	-3.8799	6.0924	-0.0014	0.0359	-0.0177
Si	3.9118	0.1175	6.3007	-0.0033	-0.0041	0.0039
Si	4.126	2.1004	7.7187	-0.0066	-0.0003	-0.0048
Si	3.85	-3.8465	6.2492	-0.0049	0.0001	-0.0028
Si	7.7962	0.0382	6.2841	-0.0003	0.008	0.0023
Si	7.8616	5.7384	7.3735	0.0141	-0.0016	-0.0015
Si	7.8251	-7.6954	6.2131	-0.0026	0.0089	-0.0048
Si	7.8397	-3.8997	6.2431	0.0025	-0.0022	-0.0055
Si	-3.8939	-0.0658	6.0773	-0.002	-0.0053	0.0043
Si	-3.8211	3.7839	5.9341	-0.0044	0.0016	-0.0052
Si	-3.9886	-5.8066	7.3601	-0.0087	-0.0025	0.0107
Si	-3.8592	-3.8527	6.0799	-0.0116	-0.0015	-0.0044
Si	-0.9793	1.8836	7.5875	-0.002	-0.0023	0.0031
Si	-0.0294	-7.7805	6.091	0.0101	0.0283	0.0006
Si	0.5914	-5.8147	7.3314	-0.0081	-0.0452	0.0288
Si	0.3401	-1.9985	7.5074	0.0044	-0.0021	0.025
Si	3.7508	3.898	6.2246	0.0137	0.0008	0.0041
Si	3.8709	5.8806	7.507	-0.0097	-0.0064	-0.0036
Si	3.8263	-7.6638	6.1534	-0.0074	0.005	0.0012
Si	3.5493	-1.8688	7.5755	0.0051	0.0024	0.0078
Si	7.9868	2.086	7.5548	0.0025	-0.0022	-0.0031
Si	7.7384	3.8483	6.0079	-0.0087	-0.0017	-0.0021
Si	8.3208	-5.8354	7.64	0.0158	-0.0054	0.0309
Si	8.4997	-1.9549	7.4319	-0.0024	0.0002	0.0061
Si	-5.3332	2.3337	8.6481	-0.0061	0.0028	0.0074
Si	-3.2447	5.6564	7.2093	0.0029	0.008	0.0041
Si	-3.8225	-7.7928	6.1117	-0.0072	0.0066	-0.0017
Si	3.0749	-5.7847	7.4249	0.004	0.0066	-0.0033
Si	6.1184	2.9538	8.8166	-0.0048	-0.0252	0.0142
Si	5.9118	5.4179	8.5695	-0.0034	0.0184	-0.0019
Si	-3.448	1.8937	7.2725	0.0106	-0.0055	-0.0041
Si	-4.4895	-1.9728	7.3638	0.0032	0.0024	-0.0013
Si	-5.5926	0.777	10.3965	-0.0089	0.0108	-0.0065
Si	5.3889	2.2654	30.6421	0.2063	0.0448	0.0737
Si	5.3889	6.1326	30.6421	0.2203	0.1091	0.0387
Si	5.3889	-5.4689	30.6421	0.1728	-0.0185	-0.0716
Si	5.3889	-1.6017	30.6421	0.2146	-0.09	-0.0214
Si	9.2561	2.2654	30.6421	-0.2185	-0.0385	0.0148
Si	9.2561	6.1326	30.6421	-0.2541	0.0834	0.0283
Si	9.2561	-5.4689	30.6421	-0.246	-0.0452	-0.0578
Si	9.2561	-1.6017	30.6421	-0.2672	-0.0516	-0.0154
Si	13.1233	2.2654	30.6421	0.2165	-0.0167	0.0793
Si	13.1233	6.1326	30.6421	0.2093	0.1224	0.0333
Si	13.1233	-5.4689	30.6421	0.2314	-0.0205	-0.0315
Si	13.1233	-1.6017	30.6421	0.193	-0.0841	-0.008
Si	16.9904	2.2654	30.6421	-0.1878	0.0047	0.0297
Si	16.9904	6.1326	30.6421	-0.1923	0.0539	-0.0054
Si	16.9904	-5.4689	30.6421	-0.2047	-0.0241	-0.0748
Si	16.9904	-1.6017	30.6421	-0.1947	-0.0411	-0.0053
Si	7.3225	2.2654	32.0093	0.0157	0.0086	0.0589
Si	7.3225	6.1326	32.0093	0.0262	0.0486	0.0632
Si	7.3225	-5.4689	32.0093	0.0245	-0.0138	0.0517
Si	7.3225	-1.6017	32.0093	0.0311	-0.0326	0.0533
Si	11.1897	2.2654	32.0093	-0.0106	0.0243	-0.0542
Si	11.1897	6.1326	32.0093	0.0052	0.0116	-0.0583
Si	11.1897	-5.4689	32.0093	-0.0099	-0.0145	-0.062
Si	11.1897	-1.6017	32.0093	-0.0145	-0.0187	-0.0541
Si	15.0568	2.2654	32.0093	-0.0271	-0.0168	0.0558
Si	15.0568	6.1326	32.0093	-0.0121	0.0462	0.0523
Si	15.0568	-5.4689	32.0093	-0.0084	-0.0049	0.046
Si	15.0568	-1.6017	32.0093	-0.0064	-0.0339	0.0523
Si	3.4553	2.2654	32.0093	0.0086	-0.0004	-0.0478
Si	3.4553	6.1326	32.0093	-0.0092	0.0169	-0.0474
Si	3.4553	-5.4689	32.0093	0.0122	-0.0101	-0.0522
Si	3.4553	-1.6017	32.0093	-0.0006	-0.0171	-0.0476
Si	7.3225	4.199	33.3766	-0.0225	-0.0318	-0.0131
Si	7.3225	8.0662	33.3766	-0.034	-0.0116	0.0027
Si	7.3225	-3.5353	33.3766	-0.0201	0.0332	-0.0045
Si	7.3225	0.3319	33.3766	-0.0437	0.0006	-0.0091
Si	11.1897	4.199	33.3766	0.0006	0.0111	0.0024
Si	11.1897	8.0662	33.3766	0.0045	-0.0027	-0.0052
Si	11.1897	-3.5353	33.3766	0.0144	-0.0277	0.004
Si	11.1897	0.3319	33.3766	0.0147	0.0082	0.0081
Si	15.0568	4.199	33.3766	0.0129	-0.0131	0.0005
Si	15.0568	8.0662	33.3766	0.0152	0.001	0.001
Si	15.0568	-3.5353	33.3766	0.02	-0.0073	0.0019
Si	15.0568	0.3319	33.3766	0.0201	0.031	-0.0057
Si	3.4553	4.199	33.3766	-0.0044	-0.0161	0.001
Si	3.4553	8.0662	33.3766	-0.0057	-0.0054	-0.0015
Si	3.4553	-3.5353	33.3766	-0.0122	0.0065	-0.0001
Si	3.4553	0.3319	33.3766	-0.0051	0.0315	0.0031
Si	0	0	0.683	0.0694	0.0112	-0.0126
Si	0	3.8672	0.683	0.0165	0.0211	0.0136
Si	0	-7.7343	0.683	0.0669	-0.0306	0.002
Si	0	-3.8672	0.683	0.0817	-0.0121	0.0126
Si	3.8672	0	0.683	-0.0063	0.0025	-0.0213
Si	3.8672	3.8672	0.683	0.0212	0.0181	-0.0056
Si	3.8672	-7.7343	0.683	-0.0448	0.0114	-0.0113
Si	3.8672	-3.8672	0.683	-0.0309	-0.0208	0.006
Si	7.7343	0	0.683	-0.0472	0.0048	-0.0009
Si	7.7343	3.8672	0.683	-0.0219	-0.0167	-0.0081
Si	7.7343	-7.7343	0.683	-0.0289	0.0147	0.0013
Si	7.7343	-3.8672	0.683	0.0147	-0.0122	-0.0107
Si	11.6015	0	0.683	-0.0174	0.0303	-0.0014
Si	11.6015	3.8672	0.683	-0.0074	-0.0069	0.011
Si	11.6015	-7.7343	0.683	0.0206	0.0156	0.0095
Si	11.6015	-3.8672	0.683	-0.0551	-0.0445	0.0042
Si	1.268	4.1704	21.7573	0.0005	0.0016	0.0222
Si	0.8	7.2008	21.2547	-0.0024	-0.0004	0.0017
Si	1.3385	-3.0466	21.8205	-0.0002	-0.0014	0.0163
Si	5.5988	8.0599	21.6602	-0.0028	0.0006	0.0128
Si	5.6067	-4.222	21.0401	-0.0032	-0.0058	0.0105
Si	5.7444	0.5947	21.7727	-0.0084	0.0002	0.0192
Si	8.8803	3.9146	21.9174	0.011	-0.0017	0.0253
Si	8.5608	8.2685	21.3842	-0.0014	-0.0014	-0.004
Si	8.5984	-4.1537	21.1349	0.0006	-0.0078	-0.004
Si	8.8872	0.7306	21.9304	0.0027	0.0022	0.0079
Si	13.5699	3.689	21.8245	-0.0066	0.0087	0.0262
Si	13.4903	8.1617	21.8897	-0.0145	-0.0006	0.0008
Si	13.9013	-4.2793	21.41	0.0047	-0.0032	0.0006
Si	13.1882	0.5653	21.8914	0.0028	-0.0078	0.0128
Si	5.7275	3.7933	21.7738	-0.0068	0.0025	0.0147
Si	4.2801	0.0154	19.1698	-0.0014	-0.002	-0.0026
Si	3.7064	-6.1338	9.6674	0.0075	0.0099	-0.0015
Si	-3.8605	-1.7344	9.621	-0.0034	-0.0097	-0.0021
Si	-0.8917	-1.3317	10.2495	0.0112	0.0025	0.0071
Si	-0.4327	-8.952	9.274	-0.0034	-0.0079	-0.0083
Si	6.7217	-5.523	10.3848	0.005	0.0012	-0.0105
Si	-0.176	1.6702	9.8372	-0.0082	0.0131	-0.0122
Si	2.9523	1.8482	9.7924	-0.0002	0.0046	-0.0077
Si	2.562	-8.9395	9.3719	0.004	0.0017	-0.0045
Si	4.275	-0.8829	10.3661	0.004	-0.0013	-0.0074
Si	6.7281	-6.9954	13.1563	0.0016	0.0021	-0.0028
Si	7.0842	-0.1602	11.4454	0.0038	-0.0019	-0.0084
Si	-5.1773	4.6626	9.1966	-0.0028	-0.0042	-0.0064
Si	-1.5954	-6.1479	9.446	-0.0112	-0.0013	-0.007
Si	10.062	-3.1189	18.729	-0.0031	-0.0044	0.0028
Si	12.4171	-3.0643	16.8544	-0.0003	-0.0012	0.0063
Si	1.2026	-1.3858	15.0035	-0.0035	0.0021	0.0004
Si	0.0337	-3.0896	12.7793	-0.0024	0.0002	-0.0055
Si	9.0259	4.5933	11.9436	-0.002	0.0049	-0.0041
Si	1.0429	5.3907	11.5094	-0.0071	0.0113	-0.0067
Si	3.935	-1.2435	13.3224	0.0023	-0.0003	-0.0023
Si	4.9944	3.2061	11.6216	0.0017	0.0014	-0.0027
Si	6.2386	-9.6338	11.4625	0.001	0.0028	0.0035
Si	4.358	-5.385	14.452	0.0017	0.0013	0.0017
Si	6.5556	5.5049	16.8502	0	0.0027	0.0039
Si	0.5047	1.6437	15.0091	-0.0003	-0.0018	0.002
Si	-5.0279	-9.0577	13.9803	0.0008	-0.0021	0.0022
Si	-4.9153	-3.8091	11.5149	0.0019	-0.0037	0.0013
Si	8.4172	-2.1127	16.2969	-0.001	-0.0005	0.0034
Si	-4.8709	-3.6305	14.5096	-0.0009	-0.0008	-0.0015
Si	0.7713	-0.0134	21.3955	0.0024	-0.0091	0.015
Si	-0.5213	3.0919	12.5191	-0.0054	-0.0075	-0.0026
Si	-4.3613	-6.1363	13.1783	-0.0053	0.0044	-0.0054
Si	8.0999	2.9941	17.2436	-0.0042	0.0031	0.0052
Si	-1.4631	-5.7869	12.5215	0.0025	-0.0053	-0.0077
Si	2.585	2.8404	16.696	-0.0005	0.0008	0.0024
Si	5.3888	-2.7741	15.5365	0.0049	-0.0021	0.0016
Si	-3.0736	3.9969	14.1809	-0.0009	-0.0006	-0.0032
Si	1.3039	9.0214	18.7374	-0.0012	0.0045	0.0033
Si	2.9393	-2.1549	17.4674	0.0003	-0.002	0.004
Si	9.7705	4.6808	19.0991	-0.0022	0.0015	0.0018
Si	-5.347	2.064	12.9746	0	0.0036	0.0028
Si	5.4822	1.506	16.8773	0.0036	0.0015	0.0066
Si	5.5978	1.1544	13.7295	-0.0013	0.0007	-0.0021
Si	13.6415	2.7503	16.7741	-0.0011	-0.0014	0.0021
Si	7.7934	-2.8098	10.4336	0.0071	-0.0027	-0.0035
Si	12.0258	0.067	17.1956	-0.0012	-0.0012	0.0033
Si	9.5335	0.7052	15.5887	-0.001	-0.0028	0.0045
Si	3.6369	5.5823	16.8712	0.0012	0.0021	0.003
Si	14.0954	-4.966	18.4736	0.0006	-0.0013	0.0051
Si	0.9697	-7.4481	13.1546	-0.0002	0.0026	-0.006
Si	2.5124	-4.824	12.1494	-0.0007	-0.0029	-0.0022
Si	12.5589	7.8358	18.9303	-0.0007	0.0021	0.0068
Si	3.0791	-4.3322	19.4855	-0.0029	-0.0023	0.0026
Si	1.9702	1.9629	19.5498	0.0046	0.0005	-0.0006
Si	9.4791	7.6812	18.393	0.0014	0.0024	0.0093
Si	10.9421	-0.4901	19.9458	0.0016	0.0022	-0.0017
Si	8.3477	7.6837	15.6855	-0.0008	0.0008	0.0037
Si	5.0733	5.8639	19.476	0.0011	0.0047	-0.0023
Si	2.2733	8.1932	15.8763	0.0044	0	0.0033
Si	12.8789	4.78	18.9527	-0.0012	0.0025	-0.0011
O	1.7137	8.0875	22.2804	0.0117	0.003	0.0139
O	1.6295	0.7864	22.5284	0.0033	0.0029	0.0011
O	7.282	4.2883	22.0007	0.001	-0.0024	-0.0051
O	7.1589	7.5503	21.8066	-0.0031	0.0001	-0.0021
O	5.0509	-3.4492	22.3568	-0.0049	0.0012	0.0082
O	9.2914	-3.2486	22.3094	0.0067	0.0015	0.0081
O	7.3282	0.2206	22.0126	0.001	-0.0026	-0.0012
O	9.7322	7.6454	22.3236	0.0042	0.0017	0.0074
O	-0.2849	3.7592	22.104	0.0001	-0.0007	-0.0047
O	14.7378	7.0913	21.8332	0.002	-0.0013	-0.002
O	12.677	-3.6478	22.2775	-0.0118	0.0045	0.0137
O	-0.2422	-3.4239	21.7501	0.0033	0.0043	-0.001
O	14.6798	-0.1067	21.8283	-0.0111	0.0056	-0.005
O	1.3642	2.2196	9.7152	0.0049	-0.0021	0.009
O	1.0749	-8.2976	9.0295	0.0081	0.001	0.0037
O	-0.1928	-5.607	8.7984	0.0169	0.0042	-0.022
O	-0.4309	-2.225	8.9564	0.0065	-0.0082	-0.0264
O	1.935	-1.8896	7.9155	-0.0118	-0.001	-0.0068
O	3.0218	-4.9828	10.6149	0.0054	-0.0035	-0.0013
O	5.7279	-0.1375	10.5208	-0.0011	0.0022	0.0047
O	4.3153	-1.8697	9.0565	-0.006	-0.0053	-0.0133
O	9.1434	5.5619	8.4327	-0.0018	-0.003	0.0039
O	5.2935	-6.1271	9.9707	-0.0058	0.0017	0.0062
O	7.1833	-6.0741	11.8697	-0.0027	-0.0005	0.0011
O	7.9131	-2.0648	8.989	0.0065	0.0042	-0.0087
O	-3.7377	5.3588	8.7885	0.0011	-0.0002	-0.0105
O	-2.8945	-5.6901	8.584	0.0017	-0.001	-0.0011
O	6.5787	-3.8951	10.4204	-0.0041	0	0.0081
O	-5.0871	-0.7504	10.0923	0.0027	-0.0109	0.0025
O	1.875	3.2253	20.5677	0	-0.0021	-0.0067
O	1.3742	5.6869	21.1384	0.0008	-0.0031	-0.0053
O	2.7709	9.5547	19.2346	0.0025	0.0011	0.001
O	2.2149	-3.9395	20.7953	0.0042	-0.0036	-0.0023
O	4.2885	-2.2204	16.582	-0.0053	0.0026	0.0025
O	1.4325	-1.4949	21.299	-0.0037	0.0087	-0.0052
O	0.8906	0.8115	19.9906	-0.002	0.001	-0.0004
O	3.479	1.3613	19.6175	0.0007	0.0013	-0.0005
O	4.9682	7.2058	20.4046	0.0013	0.0006	-0.0013
O	5.3863	2.6375	13.1002	0.0011	0.0038	0.0057
O	4.6468	-3.9613	19.7464	0.0022	0.0018	0.0019
O	5.6007	9.6373	21.2523	0.0014	-0.0002	-0.0039
O	5.6587	2.1961	21.4003	-0.0019	-0.0003	-0.0026
O	9.5766	4.8017	20.7175	-0.0006	-0.0008	-0.002
O	5.0833	5.0765	16.3026	-0.0004	-0.0005	0.0006
O	8.8152	8.1712	19.7919	0.0001	0.0006	0.0014
O	8.4792	9.8395	21.7915	0.0006	0.004	0.0024
O	8.8836	-2.4231	17.8334	0.0005	-0.0002	0.0007
O	8.9945	2.3214	21.5554	-0.0008	0.0026	0.0063
O	9.5741	-0.0224	20.6627	0.0066	-0.0034	-0.0065
O	12.5344	7.9798	20.566	0.0043	-0.0007	0.0053
O	13.2307	4.6387	20.5383	0.001	0.0019	-0.0023
O	13.1976	2.1395	21.4127	0.0034	-0.0059	0.0009
O	12.2733	-0.2577	20.8296	-0.0042	-0.0008	0
O	11.1876	-3.7298	17.7248	-0.0014	0.0002	-0.0007
O	-0.9468	2.4914	11.0494	0.002	-0.005	0.0012
O	-1.5459	-7.7774	9.5093	-0.0004	0.0036	0.0056
O	-0.3431	5.6358	10.6535	0.0008	-0.0004	0.0147
O	-1.7594	-5.5492	10.9408	0.0012	-0.0016	0.0018
O	-0.0968	0.0893	10.2748	0.0027	-0.0029	0.0084
O	3.5415	2.7062	11.0711	-0.0112	-0.0031	0.0036
O	2.2931	5.3045	10.4432	0.0039	0	0.0015
O	3.2973	-7.6693	10.0981	-0.0016	-0.0106	-0.0004
O	3.1213	0.2468	10.125	-0.0058	0.0036	0.0095
O	3.931	-1.6983	11.7466	-0.0016	-0.0025	0.0025
O	6.0709	2.7039	10.4769	0.0093	0.0032	-0.0174
O	5.952	-9.0931	9.952	0.0036	-0.001	0.0017
O	6.8212	0.4171	12.9435	0.0034	-0.0015	0.0015
O	8.2663	0.6825	10.7111	-0.001	0.0014	0.0054
O	-4.7311	1.2496	11.7109	0.0046	0.0034	0.0026
O	8.8717	3.4227	18.6032	0.0049	0.0023	0.004
O	-5.2792	4.8222	10.824	0.0048	0.0008	0.006
O	9.3228	5.539	13.2104	-0.0021	-0.0016	0.0036
O	-3.8425	-3.1329	10.4906	0.0039	0.0074	0.0003
O	-5.5254	-5.8086	7.9675	-0.0104	0.0001	-0.0142
O	0.4545	0.0388	15.207	0.0006	-0.0001	0.0012
O	2.0251	2.1598	15.3214	0.0017	0.0008	0.0021
O	1.3937	-8.8698	12.5255	0.0033	-0.0104	-0.0016
O	0.7949	4.0478	12.3699	0.0089	-0.0001	0.0065
O	10.828	-2.0778	19.6978	0.0018	0.0026	0.0034
O	5.1295	-2.0369	14.1027	-0.0008	0.0026	0.0012
O	6.8615	-2.4865	16.12	0.0034	0.0026	0.0017
O	-0.8375	-4.4142	13.0991	0.0012	0.0053	0.0047
O	5.1912	-0.319	20.4975	0.0075	0.0035	0.0029
O	9.3126	6.0519	18.3387	0.0008	-0.003	0
O	5.9079	1.168	15.3329	0.0003	0.0005	0.0007
O	5.0143	4.8245	11.8412	-0.0025	0.001	0.0031
O	3.2609	6.9263	16.0628	-0.0007	-0.0003	0
O	3.2018	9.4537	15.414	-0.0015	0.0004	0.0017
O	11.0889	0.2718	18.5152	0.0004	-0.0007	0.0088
O	9.0904	2.0748	16.3505	0.0015	0.0009	-0.0021
O	9.4726	0.99	13.9965	0	0.0005	-0.0002
O	5.2594	-4.385	15.3586	-0.0004	-0.0045	-0.0018
O	7.6481	4.3546	16.466	0.0013	-0.0004	-0.0016
O	-1.757	3.9112	13.2155	-0.0012	0.0018	0.0031
O	-2.7678	-6.0665	13.4221	0.0071	0.0009	0.004
O	-4.7011	-5.4146	11.7452	0.0003	0.0006	0.0059
O	2.4944	-1.4202	14.022	0.0035	0.0012	-0.0006
O	13.7495	-3.9466	17.2313	-0.0007	0.0004	-0.0008
O	11.9883	-3.2327	15.2836	0.0019	0.0011	0.0033
O	9.3124	-2.9909	15.2604	0	0.0016	0.0022
O	4.1436	2.419	16.8684	0	-0.0001	0.001
O	8.5528	-0.5166	16.0034	-0.0002	0.0007	0.0008
O	0.2315	-5.2055	18.6561	0.0029	-0.0022	0.0002
O	9.1125	-3.6613	10.8067	-0.006	0.0033	0.0034
O	-0.0222	1.8835	13.4897	0.0015	-0.0011	0.0027
O	14.2027	9.6458	21.8422	0.0023	-0.0009	0.0026
O	-0.5534	-7.1147	12.7294	-0.0064	0.0051	0.0035
O	2.5995	-3.589	18.1292	-0.0002	0.0002	-0.0014
O	6.7273	2.2252	17.6332	-0.0021	-0.0008	-0.0006
O	11.078	0.2834	15.8926	0.0035	-0.0001	0.0039
O	5.199	0.2164	17.83	-0.0006	-0.0012	0.0015
O	5.0954	4.5752	20.4765	0.0025	-0.0053	0.0043
O	13.4545	9.0137	18.2497	0	-0.0007	0.0009
O	1.1252	-7.5529	14.7626	-0.001	-0.0003	0.0067
O	1.8981	-6.2592	12.5797	0.0005	0.0018	0.0035
O	15.0681	2.4956	16.0543	0.0004	0.0003	0
O	5.3157	-6.5253	13.8115	0.0017	-0.0015	0.0024
O	11.32	4.374	18.7227	0.0012	-0.0008	0.0004
O	2.5037	4.4606	16.5708	0	-0.001	0.0004
O	1.453	8.4171	17.2494	-0.0007	0.0011	0.001
O	1.468	-3.5847	12.1835	0.0006	0.0016	0.0048
O	-4.7676	-7.6994	13.122	0.0016	0.0031	0.0023
O	4.2165	0.3577	13.419	-0.0021	0.0005	0.0047
O	11.0548	8.0547	18.3657	-0.0023	-0.001	-0.0013
O	7.0206	6.8084	16.0154	-0.0019	-0.0019	0.0008
O	0.7809	7.8826	19.7765	0.0016	-0.0036	0.0051
O	-4.1816	2.9543	13.638	0.0009	-0.0003	0.0044
O	6.39	5.8175	18.4718	-0.0014	-0.0003	0.0022
O	1.6634	-1.8149	16.51	0.0012	-0.0012	0.0051
O	-4.8016	-3.0579	12.9723	-0.0007	0.0011	0.0026
O	12.6573	-1.4569	17.1633	0.0008	0.0025	-0.0006
O	8.7289	8.4139	17.1206	0.0006	0.0004	0.0019
O	9.7268	6.8452	15.3796	0.0008	-0.002	0.0022
O	13.7889	3.7409	18.0714	-0.0006	0.0019	0.0022
O	9.4464	-4.2359	19.7402	-0.0024	0.0052	0.003
O	3.1891	-1.1205	18.7182	0.0003	0.0036	0.0025
O	7.8921	-6.9454	14.3339	-0.0012	0.0001	-0.0006
O	13.5159	-4.2402	19.8268	-0.0013	0.0026	0.004
O	-3.6676	5.528	14.1941	0.0012	-0.0012	0.0042
O	3.7595	5.8336	18.4941	-0.0005	-0.0007	0.0011
O	13.1266	6.3476	18.5252	0.0011	-0.0047	0.0002
O	13.1315	1.2575	17.2048	0.001	0.0021	0.002
O	1.7031	2.3819	17.998	-0.0003	0	0.0024
O	7.0981	-3.6386	20.7456	0.0041	0.0024	0.0003
O	8.9388	3.0502	12.4411	-0.0003	-0.0058	0.0049
O	7.6014	4.9675	11.312	-0.002	-0.002	0.0046
O	0.145	-2.3687	14.2451	-0.0021	-0.0006	0.0002
O	3.699	-4.5143	13.2297	0.0025	0	0.0041
O	12.6882	3.5423	15.7149	-0.0006	0.0004	0.001
O	7.72	-5.9593	9.1699	0.0028	0.0029	-0.0167
O	-5.0517	-5.2679	14.3963	0.0006	0.0005	0.001
O	-0.6534	-2.1165	11.6586	0	0.0027	0.0018
O	7.5372	-1.7172	11.6072	-0.0033	-0.0001	0.0042
O	-2.465	-0.967	9.999	-0.0119	-0.0001	0.0061
O	6.4422	-8.4976	12.5912	-0.0011	-0.0024	-0.0006

Results
free energy: -281415.104 eV
free energy less fixed offsets of O -568.88, Si -635.61 eV per atom: -13.264 eV

The program warned: the cutoff lies below the one the program advises for these potential files; the forces do not sum to zero within the program's tolerance; the exchange-correlation potential is rough where the density is thin.
